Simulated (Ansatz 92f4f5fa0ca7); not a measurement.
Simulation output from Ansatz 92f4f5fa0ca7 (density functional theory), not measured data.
Periodic cell of 294 atoms, Si196O98, from a study of silicon, its oxide and their interface. The atomic structure is a simulated model.
Doubt: the cutoff is far below the 930 eV that the study's wrapper takes by default for these files, so forces and energies are approximate.
This geometry differs little from another in the collection (a relaxation step or a small displacement).

Settings: functional PBE; potential files Ansatz PAW; basis plane waves; wave-function cutoff 580 eV; density cutoff ratio 5; exchange-correlation grid ratio 1; k mesh 1 x 1 x 1, Gamma-centred; self-consistency stop 5e-08 eV per atom in the density residual; occupations fixed; spin none; net charge 0.

Cell vectors (angstrom)
a 11.6015 0 0
b 0 10.938 0
c 0 0 41.1618

Atoms: element, x, y, z (angstrom)
Si 0 0 0.9665
Si 3.8672 0 0.9665
Si 7.7343 0 0.9665
Si 1.9336 1.3673 0.9665
Si 5.8008 1.3673 0.9665
Si 9.6679 1.3673 0.9665
Si 0 5.469 0.9665
Si 3.8672 5.469 0.9665
Si 7.7343 5.469 0.9665
Si 1.9336 6.8362 0.9665
Si 5.8008 6.8362 0.9665
Si 9.6679 6.8362 0.9665
Si 1.9336 2.7345 40.1947
Si 5.8008 2.7345 40.1947
Si 9.6679 2.7345 40.1947
Si 0 4.1018 40.1947
Si 3.8672 4.1018 40.1947
Si 7.7343 4.1018 40.1947
Si 1.9336 8.2035 40.1947
Si 5.8008 8.2035 40.1947
Si 9.6679 8.2035 40.1947
Si 0 9.5708 40.1947
Si 3.8672 9.5708 40.1947
Si 7.7343 9.5708 40.1947
Si 0 0 4.8337
Si 3.8672 0 4.8337
Si 7.7343 0 4.8337
Si 1.9336 1.3673 4.8337
Si 5.8008 1.3673 4.8337
Si 9.6679 1.3673 4.8337
Si 0 5.469 4.8337
Si 3.8672 5.469 4.8337
Si 7.7343 5.469 4.8337
Si 1.9336 6.8362 4.8337
Si 5.8008 6.8362 4.8337
Si 9.6679 6.8362 4.8337
Si 1.9336 2.7345 2.9001
Si 5.8008 2.7345 2.9001
Si 9.6679 2.7345 2.9001
Si 0 4.1018 2.9001
Si 3.8672 4.1018 2.9001
Si 7.7343 4.1018 2.9001
Si 1.9336 8.2035 2.9001
Si 5.8008 8.2035 2.9001
Si 9.6679 8.2035 2.9001
Si 0 9.5708 2.9001
Si 3.8672 9.5708 2.9001
Si 7.7343 9.5708 2.9001
Si 0.0479 0.0816 30.5063
Si 1.9186 1.5218 30.5276
Si 7.7533 -0.0108 30.3155
Si 3.9747 0.5213 30.183
Si 5.9993 1.6195 30.4849
Si 9.6683 1.4105 30.4538
Si 0.498 5.5808 30.3683
Si 4.035 5.3731 30.7747
Si 7.3334 6.1155 29.0136
Si 2.3571 7.0502 30.5838
Si 6.2995 6.0488 31.1012
Si 10.0927 6.637 29.8171
Si 1.8196 2.7733 32.5191
Si 5.7884 2.7456 32.5753
Si 9.5404 2.957 32.2943
Si -0.0245 4.2361 32.3483
Si 3.7973 4.0224 32.6462
Si 7.5122 4.3423 32.4527
Si 2.0245 8.2736 32.543
Si 5.9975 7.9876 32.5158
Si 9.6962 8.2792 32.5153
Si 0.0637 9.6124 32.4325
Si 4.0726 9.3851 32.5285
Si 7.7569 9.6081 32.3646
Si -0.042 0.0529 34.354
Si 3.9318 -0.0289 34.3578
Si 7.7661 0.039 34.3268
Si 1.9386 1.3158 34.3697
Si 5.83 1.3547 34.4449
Si 9.6426 1.4982 34.2604
Si -0.001 5.5076 34.3574
Si 3.9009 5.4841 34.4775
Si 7.776 5.4841 34.4885
Si 1.956 6.8261 34.4105
Si 5.8613 6.815 34.5359
Si 9.6853 6.8879 34.4363
Si 1.9452 2.7144 36.3044
Si 5.8248 2.7447 36.349
Si 9.6913 2.7212 36.3036
Si 0.0149 4.1036 36.2899
Si 3.8762 4.0842 36.3598
Si 7.7709 4.0784 36.3622
Si 1.9161 8.2239 36.3216
Si 5.8085 8.2529 36.3743
Si 9.6695 8.2335 36.3588
Si -0.0201 9.6068 36.3057
Si 3.857 9.5778 36.3244
Si 7.7527 9.6077 36.2967
Si 0 0 38.2611
Si 3.8672 0 38.2611
Si 7.7343 0 38.2611
Si 1.9336 1.3673 38.2611
Si 5.8008 1.3673 38.2611
Si 9.6679 1.3673 38.2611
Si 0 5.469 38.2611
Si 3.8672 5.469 38.2611
Si 7.7343 5.469 38.2611
Si 1.9336 6.8362 38.2611
Si 5.8008 6.8362 38.2611
Si 9.6679 6.8362 38.2611
Si 1.949 2.7024 6.7812
Si 5.8089 2.6972 6.783
Si 9.6592 2.7154 6.7401
Si 0.0113 4.0484 6.7159
Si 3.8701 4.0815 6.7845
Si 7.7288 4.0559 6.7195
Si 1.91 8.1915 6.8011
Si 5.7615 8.2122 6.779
Si 9.6304 8.249 6.7316
Si -0.0081 9.5802 6.79
Si 3.8243 9.5888 6.7872
Si 7.6885 9.574 6.7737
Si -0.0163 0.0346 8.7311
Si 3.8651 0.023 8.7323
Si 7.7508 -0.1127 8.7892
Si 1.8967 1.45 8.7993
Si 5.8196 1.3144 8.7234
Si 9.6192 1.3062 8.6317
Si -0.0806 5.4819 8.5566
Si 3.8517 5.4676 8.7114
Si 7.7005 5.41 8.6231
Si 1.8898 6.7963 8.7438
Si 5.8072 6.7752 8.665
Si 9.6097 6.7998 8.5692
Si 1.7064 3.1053 10.5804
Si 5.65 2.673 10.641
Si 9.4993 2.6891 10.489
Si -0.3488 4.2913 10.5367
Si 3.8185 4.2045 10.7026
Si 7.59 4.0617 10.5544
Si 1.9866 8.2958 10.5893
Si 5.9801 7.9785 10.6816
Si 9.8633 7.8845 10.6292
Si -0.0202 9.5017 10.5728
Si 4.0893 9.4149 10.5156
Si 7.903 9.3196 10.7179
Si -0.3369 0.53 13.0756
Si 3.6124 -0.4804 12.5207
Si 7.6759 -0.2265 12.611
Si 1.5244 1.7763 12.4482
Si 5.9284 1.3487 12.6278
Si 9.2514 1.5386 12.543
Si 0.1918 6.0838 13.9947
Si 4.295 5.4489 12.727
Si 8.1167 5.2086 12.5827
Si 2.2446 7.9425 12.9053
Si 6.272 6.7602 12.7839
Si 10.3666 5.9287 12.0702
O 3.3252 6.7421 12.9595
O 8.4471 3.0889 15.3187
O -0.163 10.8653 14.6079
O 2.4448 11.4399 11.9583
O 0.992 7.52 13.8829
O 8.5288 8.9708 18.586
O 10.712 6.1281 15.2163
O 7.6091 9.9804 14.1363
O 2.9359 9.322 13.5204
O -0.2833 -0.7897 12.0833
O 3.9496 4.4608 13.998
O 16.2594 0.5154 13.3127
O 1.0167 4.766 29.0127
O -3.7665 10.1366 28.8151
O 8.9169 5.6497 29.2165
O 2.6398 7.9497 29.1919
O 11.7164 10.142 29.0897
O -25.2861 18.1512 31.2457
O 6.5162 5.0861 28.0271
O 9.7732 2.3328 29.0733
O 15.3639 11.1873 28.5772
O 6.3197 2.8046 29.3591
O 3.703 4.4037 29.4435
O -1.3102 7.9007 28.804
Si 6.4833 3.4592 27.8814
Si 3.2202 9.9056 19.5249
Si 11.7756 1.6635 24.2569
Si 2.4097 8.0784 27.5644
Si 6.3637 3.245 20.3516
Si 2.8585 1.9429 16.8669
Si 6.5864 6.3921 20.0545
Si 5.3587 10.3433 22.8993
Si 3.9749 5.4072 23.3035
Si 8.0007 3.1218 13.7566
Si 5.2068 10.8006 17.253
Si 11.3364 4.2078 25.7135
Si 6.4864 3.445 23.4707
Si -1.1609 5.7881 16.7779
Si 8.0803 7.7221 17.6734
Si 11.8939 10.5383 18.8064
Si 9.2237 9.7368 19.8284
Si 7.8598 1.2096 18.6061
Si 0.1496 11.6258 16.0162
Si 7.106 9.0574 27.7893
Si 2.3555 3.8943 28.6573
Si 9.5761 14.5727 23.4768
Si 2.5434 3.8552 14.5655
Si 10.0942 -0.0561 25.8343
Si 4.3841 10.3077 27.3728
Si 7.7646 9.457 24.6273
Si 9.4567 2.6195 27.5083
Si 6.6759 9.004 15.0873
Si 9.5503 2.8038 16.472
Si 4.9363 12.8499 25.6974
Si 3.0865 12.1651 23.6218
Si 4.3933 12.3002 21.0805
Si 4.3764 7.8653 21.5136
Si 11.9638 5.2176 19.0423
Si 10.651 5.5716 21.6425
Si 8.6235 7.7658 22.1402
Si 1.8131 4.5905 21.2819
Si 1.1789 2.4596 19.3918
Si 2.3902 5.3628 26.112
Si 11.1853 9.0142 28.0397
O 10.3146 4.6446 24.5278
O 3.181 5.2146 24.7038
O 5.9233 2.2421 24.4314
O 5.5576 9.8895 15.9213
O 6.9933 6.8871 18.5552
O 3.1887 9.3319 26.8514
O 2.6635 4.063 27.0702
O 0.7664 5.4444 25.9216
O 4.9202 13.4561 20.0667
O 1.4776 12.1656 23.3759
O 4.3988 9.8779 18.3708
O 7.4701 9.0769 26.195
O 3.7213 13.0077 22.3827
O 9.0504 10.4479 24.6689
O 8.0763 8.1683 23.641
O 6.6793 3.0077 21.925
O 12.427 8.291 27.2903
O 8.9108 1.7146 17.4782
O 5.2789 2.9838 26.881
O 10.8462 9.6507 19.6713
O 1.7431 11.9075 16.1788
O 10.946 2.1213 15.955
O 0.2083 3.6082 18.76
O 3.8719 10.6992 23.5542
O 11.487 11.2267 25.0804
O 11.9622 1.0697 19.5151
O 13.3824 5.4433 19.8555
O 5.4894 4.7727 23.507
O 11.3202 10.6747 17.2727
O 5.5154 9.3076 27.9535
O 3.2011 4.6545 22.0834
O 1.2875 4.8968 14.3618
O 2.4696 2.2592 18.4154
O 6.3949 4.7978 19.9758
O 10.2559 9.6694 26.8916
O 6.4452 2.5122 13.7091
O 3.4238 1.9611 25.0543
O 5.0756 11.3266 26.2966
O 1.7608 9.8315 18.8039
O 3.9018 6.9696 22.8062
O 5.113 6.9621 20.3996
O -0.8632 5.7308 20.0139
O 8.6523 11.2496 19.7099
O 7.9079 3.0219 27.2491
O 6.516 10.3134 24.0286
O 3.2653 8.6985 20.6413
O 5.6341 11.3877 21.6646
O 0.2431 5.9793 17.6157
O 9.8614 4.2916 17.0387
O 8.8466 -1.7968 21.2935
O 4.2878 12.09 16.8174
O 10.4069 2.1929 23.473
O 12.1729 5.2036 22.1832
O 1.5897 3.0137 20.8744
O 7.5281 8.2273 16.2352
O 5.4225 8.8877 22.2018
O 10.0352 -4.0012 22.2963
O 7.6174 6.8068 21.2614
O 3.3245 11.3215 20.3402
O 6.596 0.4178 17.9284
O 8.0258 3.6423 23.9811
O 12.1959 2.8914 25.2471
O 9.6757 4.3002 21.9883
O 7.4453 2.5535 19.391
O 2.8517 3.3929 16.0992
O 9.6318 1.282 26.614
O 10.4668 3.8127 27.0376
O 14.5182 6.7184 26.8365
O 13.7781 2.498 13.7617
O 7.3997 7.5582 28.293
O 15.8327 -11.8085 31.0234
O 13.5583 2.3783 29.0808
O 6.0919 7.8404 14.0642
O 9.3675 6.8165 17.3645

Results
free energy: -180329.520 eV
free energy less fixed offsets of O -568.88, Si -635.61 eV per atom: 0.280 eV

Forces (eV/angstrom), in the order of the atoms: element, x, y, z
Si 0.0094 0.0532 -0.0072
Si -0.0054 0.0421 -0.0027
Si 0.0025 0.0689 -0.0051
Si 0.0035 -0.0435 0.0075
Si -0.0065 -0.0235 0.0088
Si -0.0031 -0.0358 -0.0117
Si -0.0051 0.0344 -0.0151
Si -0.0009 0.0302 0.0109
Si -0.0029 0.0091 -0.0029
Si 0.0035 -0.0613 0.0054
Si 0.0039 -0.0248 0.0189
Si -0.0005 -0.0138 -0.0048
Si -0.0032 0.0573 -0.0267
Si 0.0014 0.0164 -0.004
Si 0.0048 0.0709 -0.0397
Si 0.0009 -0.0432 0.0003
Si -0.0042 0.0165 0.0564
Si 0.0021 0.0049 0.0257
Si 0.0013 0.0434 0.0219
Si -0.0071 -0.0213 0.0387
Si 0.0172 0.0004 0.0201
Si 0.0008 -0.071 -0.0265
Si 0.0072 -0.0524 -0.015
Si 0.0092 -0.0931 -0.0335
Si 0.0208 0.0236 0.0762
Si -0.0626 -0.0117 -0.011
Si -0.0879 0.1317 0.0641
Si 0.0585 -0.1227 -0.0171
Si -0.0173 -0.1001 -0.0326
Si 0.0067 -0.1824 -0.2093
Si 0.0162 -0.026 -0.1407
Si 0.0549 -0.0785 0.1276
Si -0.0171 0.0445 -0.0657
Si -0.0322 -0.0197 0.1926
Si -0.077 0.0135 0.0906
Si -0.0057 0.0137 -0.0308
Si -0.0055 0.0621 0.0223
Si -0.0203 0.0482 0.0327
Si 0.0005 0.0179 -0.0048
Si -0.0035 0.0115 -0.0472
Si -0.0077 -0.0337 -0.0121
Si -0.0129 0.0058 -0.0311
Si 0.0078 0.0604 -0.0114
Si -0.0135 0.0274 -0.0116
Si 0.0067 -0.0108 -0.0365
Si -0.004 -0.0667 0.0376
Si 0.0081 -0.05 0.0265
Si -0.007 -0.0849 0.0372
Si 0.0008 0.0078 0.0345
Si -0.0204 0.0094 0.0163
Si -0.0038 0.0234 0.0604
Si -0.0063 0.0234 -0.0454
Si 0.0381 0.001 0.0016
Si 0.0069 -0.0144 0.0321
Si -0.0338 0.0206 0.0293
Si -0.0235 0.0443 0.0151
Si 0.0205 -0.0241 -0.0411
Si -0.0073 -0.0493 0.0525
Si -0.0047 -0.0022 0.0006
Si 0.0258 -0.0126 0.0254
Si 0.0021 0.0024 -0.0251
Si -0.0038 0.0025 -0.0174
Si 0.0026 -0.0058 -0.0299
Si -0.0029 0.012 -0.0427
Si -0.0041 0.0025 -0.0178
Si -0.004 -0.0015 -0.0003
Si -0.0225 0.0173 -0.026
Si -0.0049 0.0371 0.0136
Si -0.0413 0.041 0.0018
Si 0.0207 -0.004 -0.0286
Si 0.0244 -0.1603 0.0229
Si 0.0099 -0.0233 -0.031
Si 0.0127 -0.0169 -0.0003
Si -0.0092 0.0442 0.0537
Si 0.0076 -0.0153 -0.0033
Si 0.0057 0.004 0.0229
Si -0.0003 0.0053 0.0071
Si -0.0052 -0.0005 0.0193
Si -0.0001 0.0018 0.02
Si 0.0012 0.0027 0.0095
Si 0.0005 -0.0059 -0.0041
Si 0.0157 0.0128 0.0033
Si 0.0008 0.0239 -0.0121
Si 0.0091 -0.0076 0.0064
Si 0.0037 -0.0098 0.0044
Si -0.0147 -0.0081 0.0068
Si 0.0034 -0.0006 0.0095
Si -0.0008 0.0074 0.0098
Si -0.0017 -0.0028 0.0066
Si 0.0077 0.004 -0.0002
Si -0.0063 -0.0091 0.0075
Si -0.0023 -0.0037 -0.0066
Si -0.0001 -0.0055 -0.0002
Si -0.0002 0.0059 -0.0017
Si -0.0026 -0.0003 -0.0098
Si -0.0051 0.0045 0.0008
Si 0.0011 0.0968 0.0077
Si -0.0471 0.1042 -0.0286
Si 0.0183 0.1442 -0.0945
Si -0.0215 -0.0159 -0.0294
Si 0.0353 -0.0566 0.0967
Si 0.0746 -0.0691 -0.1061
Si 0.0365 -0.0494 -0.1996
Si -0.0105 0.028 0.1031
Si 0.0445 0.0492 0.0998
Si -0.0645 0.0533 -0.066
Si 0.0481 0.0316 0.1235
Si -0.0179 -0.0084 0.0856
Si -0.0088 -0.0072 -0.0066
Si 0.0018 -0.0083 -0.0033
Si 0.0021 -0.0033 -0.0034
Si 0.0012 0.0039 0.0053
Si 0.0153 0.0056 -0.0036
Si 0.0003 0.0004 -0.0051
Si 0.0027 -0.0167 -0.0032
Si -0.0093 0.001 -0.0087
Si 0.0025 -0.0079 -0.0001
Si -0.0034 0.007 -0.003
Si -0.0003 0.007 -0.0102
Si 0.0084 0.0034 -0.0037
Si -0.0165 0.022 -0.0614
Si 0.0092 -0.012 0.0115
Si -0.0075 -0.0104 0.002
Si 0.0126 0.0083 -0.0076
Si -0.0041 0.0119 -0.0079
Si 0.0153 0.0114 -0.0119
Si -0.0054 -0.0046 -0.0007
Si -0.0167 0.0069 -0.0021
Si 0.0035 0.0082 0.0037
Si 0.0082 0.0101 0.0017
Si 0.0132 -0.0065 -0.0025
Si -0.0025 0.0103 0.0068
Si -0.0234 0.0166 -0.0011
Si -0.0006 0.0198 -0.0029
Si -0.0235 -0.0058 0.0005
Si 0.0309 0.0114 -0.0056
Si -0.003 -0.0026 -0.0051
Si -0.0029 -0.0077 -0.0146
Si -0.0186 0.0248 0.0115
Si -0.0299 0.0256 0.0189
Si -0.0248 0.0207 -0.0399
Si 0.1053 -0.1647 -0.0166
Si 0.0187 -0.0343 0.0006
Si 0.0091 -0.0037 0.0121
Si -0.1114 0.0419 -0.0673
Si 0.0023 0.0008 0.0105
Si -0.0131 0.0709 -0.0317
Si 0.0195 0.0074 0.0186
Si 0.041 -0.0678 -0.0702
Si 0.0885 -0.0577 0.0231
Si 0.0327 0.0231 0.0515
Si 0.0457 0.0428 -0.0344
Si -0.0176 0.0607 -0.0157
Si -0.0488 0.0228 -0.055
Si -0.0088 -0.0446 -0.0274
Si -0.005 -0.0287 -0.0123
O 0.005 -0.0162 0.0123
O -0.0104 0.0111 -0.0258
O 0.0234 -0.0178 0.0937
O -0.0107 -0.0456 -0.0652
O 0.0006 0.005 -0.0068
O -0.0105 -0.0188 -0.0001
O -0.0093 -0.0083 0.001
O 0.0009 -0.0243 0.0374
O 0.0056 0.0047 0.0165
O -0.0159 0.1147 0.0885
O -0.0305 -0.0212 0.0312
O -0.0191 0.0194 0.0549
O 0.0226 -0.0058 -0.0166
O -0.0113 -0.0496 -0.061
O -0.019 -0.0114 0.01
O -0.0008 0.027 -0.0714
O -0.0096 -0.0371 -0.0327
O 0.0097 -0.0302 -0.0321
O -0.0067 -0.0061 0.0146
O -0.004 0.0289 -0.0409
O 0.009 -0.0143 0.0403
O -0.0046 0.009 -0.0095
O -0.0066 -0.0165 -0.0109
O 0.0168 0.041 -0.0012
Si 0.0022 0.0122 0.0133
Si 0.0017 -0.0002 0.0008
Si 0.0011 0.0013 0.0006
Si -0.013 0.0027 0.0185
Si 0.0079 0.0021 0.0051
Si 0.0028 0.0042 0.0027
Si -0.0131 -0.0096 -0.0219
Si 0.0019 -0.0046 0.0044
Si -0.0061 0.0018 -0.0044
Si -0.0251 -0.0479 0.01
Si -0.0009 -0.0064 0.0043
Si -0.0143 -0.0014 0.0072
Si 0.0008 -0.0028 0.0113
Si -0.0175 0.0148 -0.0036
Si 0.0205 -0.024 0.0172
Si -0.0043 -0.0038 -0.0028
Si -0.0012 -0.0116 0.0007
Si 0.0041 0.0042 -0.0044
Si 0.0016 -0.0066 -0.0137
Si 0.0314 -0.0126 0.0136
Si -0.0161 -0.0105 0.0343
Si -0.0023 0.0003 0.0049
Si 0.0179 0.025 0.0128
Si -0.0184 -0.0048 0.0059
Si 0.001 -0.0002 -0.0171
Si -0.0045 -0.0068 0.0146
Si -0.0089 0.0075 0.021
Si -0.001 -0.0098 0.0064
Si 0.0158 0.0023 0.0377
Si 0.0066 0.009 0.0033
Si 0.0009 0.0032 -0.0014
Si -0.0099 -0.0032 0.0009
Si 0.0133 -0.004 -0.0019
Si 0.0006 0.0043 0.0068
Si -0.0011 0.0031 0.0004
Si 0.0003 -0.003 0.006
Si 0.0015 0.0023 0.0052
Si 0.004 -0.007 0.0046
Si 0.0191 0.0071 -0.007
Si 0.0008 -0.0068 0.0255
O -0.0003 0.0009 -0.0006
O 0.0063 0.0072 -0.0095
O 0.003 0.0056 -0.0063
O 0.0049 0.0021 0.0018
O 0.0224 -0.0031 0.0105
O -0.0097 -0.004 0.0036
O 0.004 0.0164 -0.0244
O -0.0005 0.0011 0.005
O 0.0011 -0.0036 -0.0046
O 0.0004 -0.0006 0.0005
O -0.0053 0.0018 -0.0001
O 0.0002 0.0041 -0.0238
O -0.0011 -0.004 -0.0019
O 0.0019 0.0035 0.0032
O 0.0035 0.0022 -0.0027
O -0.0019 -0.0023 -0.0001
O 0.015 0.0021 0.0168
O -0.0116 -0.0027 0.0036
O -0.0055 -0.0121 -0.0036
O -0.012 -0.0027 -0.0032
O 0.007 0.003 0.002
O 0.0011 -0.0007 -0.0159
O -0.0019 -0.0066 -0.0044
O 0.0007 0.0012 0.0005
O 0.0049 0.0052 -0.0006
O 0.0012 0.0038 -0.0036
O 0.0034 -0.0047 -0.0036
O -0.0058 -0.0078 -0.002
O 0.0035 0.0002 -0.0005
O -0.0044 -0.0009 0.0104
O 0.0043 0.0107 0.0184
O 0.0021 -0.0165 -0.0186
O -0.0078 0.0015 0.0034
O -0.0044 0.0369 0.0051
O -0.004 0.0124 -0.02
O 0.0032 0.0307 0.054
O -0.0066 -0.0026 -0.0039
O -0.0024 0.0018 0.0083
O -0.0002 0.0016 -0.008
O 0.0041 -0.0216 -0.0072
O 0.0278 0.0045 -0.0022
O 0.0008 -0.0015 -0.0001
O 0.0023 0.0025 -0.0041
O 0.0076 -0.0071 0.0037
O -0.0012 0.0022 -0.0035
O 0.0005 0.0015 -0.0031
O 0.0012 0.0005 -0.0053
O 0.0169 -0.001 0.0035
O 0.0006 0.0106 -0.0068
O 0.0044 0.0064 -0.0099
O 0.0017 -0.0013 -0.0055
O 0.0032 -0.0007 0.0002
O -0.0002 -0.0032 -0.0047
O -0.0025 0.0002 -0.005
O 0.0074 -0.0004 -0.0009
O -0.0171 -0.0186 -0.0089
O 0.0001 0.0028 -0.0049
O -0.0006 0.0028 -0.0051
O 0.0038 0.0044 0.005
O 0.0091 0.0107 -0.0019
O 0.0017 0.0007 -0.0011
O 0.0016 -0.0014 0.0031
O -0.0021 0.0011 -0.0036
O -0.0017 0.0015 -0.0037
O 0.0076 -0.011 0.0095
O 0.008 -0.0129 -0.0084
O 0.011 0.0014 -0.0133
O -0.0103 -0.0235 -0.0016
O 0.0084 -0.0005 -0.0013
O -0.0146 0.0353 0.0097
O -0.0002 0.0615 -0.036
O 0.0124 0.0118 -0.0092
O 0.0023 0.038 0.034
O -0.0282 0.0317 0.0016

The program warned: the cutoff lies below the one the program advises for these potential files; the forces do not sum to zero within the program's tolerance; the exchange-correlation potential is rough where the density is thin.
